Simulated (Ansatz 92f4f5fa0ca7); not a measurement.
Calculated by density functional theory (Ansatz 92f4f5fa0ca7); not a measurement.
Periodic cell of 234 atoms, Si134O100, from a study of silicon, its oxide and their interface. The atomic structure is a simulated model.

Settings
functional: r2SCAN
potential files: Ansatz norm-conserving
basis: plane waves
wave-function cutoff: 1300 eV
density cutoff ratio: 4
exchange-correlation grid ratio: 1
k mesh: 2 x 2 x 1, shifted by 0.5 0.5 0.5 of a step
self-consistency stop: 5e-08 eV per atom in the density residual
occupations: Fermi-Dirac, 0.05 eV
spin: none
net charge: 0

Cell vectors (angstrom)
a 11.5403 0 0
b 0 15.3871 0
c 3.0861 2.1754 24.6893

Atoms and the computed forces on them: element, x, y, z (angstrom), force x, y, z (eV/angstrom)
Si 0.9654 0.5284 0.6775 -0.0201 0.0066 -0.8106
Si 0.6709 3.58 0.2782 0.0258 -0.1677 -0.7722
Si 0.2554 8.4736 -0.2427 0.0836 -0.5333 0.3012
Si 0.6843 12.8823 0.1117 -0.0817 0.4808 -0.2547
Si 5.2159 0.2749 0.1585 0.1448 0.1752 -0.0465
Si 4.4192 5.1276 -0.0669 -0.2294 0.0432 -0.5823
Si 4.4611 8.2823 0.4181 -0.0596 0.0645 -0.5366
Si 4.7029 11.3976 -0.0482 -0.1262 -0.443 -0.145
Si 8.8508 0.4764 0.6014 0.4719 -0.3355 -0.6322
Si 8.3008 4.5551 0.1617 -0.089 0.2027 -0.7848
Si 8.1965 7.7275 0.0473 -0.2379 0.0358 -0.6493
Si 8.3731 12.7223 0.4933 -0.0947 0.1435 -0.8311
Si 3.1211 0.5511 1.5223 0.0414 -0.1016 -0.3471
Si 2.6342 4.421 1.378 -0.0774 -0.0626 -0.1101
Si 2.3316 8.316 1.3322 -0.1613 0.0081 -0.3705
Si 2.717 12.14 1.2462 0.0907 -0.0437 -0.2988
Si 6.7931 0.6965 1.7637 0.139 -0.1101 -0.0591
Si 6.3188 4.4184 1.3756 -0.0088 0.1656 -0.0466
Si 6.4262 8.2238 1.5947 0.3606 -0.0373 -0.0599
Si 6.414 12.095 1.6504 0.1614 -0.1381 0.1285
Si 10.6342 0.5257 2.0331 -0.1943 -0.0295 -0.2516
Si 10.259 4.1886 1.4915 0.031 0.0773 -0.1602
Si 10.157 8.1045 1.3712 -0.119 0.0477 -0.0264
Si 10.41 12.1714 1.5182 -0.0493 0.0452 -0.1445
Si 2.8902 2.5293 2.8304 0.0687 0.1604 -0.0131
Si 2.4701 6.3485 2.7563 -0.0924 0.072 0.0499
Si 2.5442 10.2194 2.6958 0.0825 0.0581 0.0584
Si 2.9151 13.9858 2.834 0.1234 -0.2343 0.0159
Si 6.5292 2.6216 2.9667 -0.0181 0.0618 -0.1925
Si 6.3825 6.2613 2.8633 -0.0176 0.0228 0.1426
Si 6.5422 10.154 2.9235 0.0725 0.0887 -0.0495
Si 6.5897 14.0582 3.0325 -0.2181 -0.167 0.1198
Si 10.3692 2.5208 3.0942 -0.0492 0.1128 0.3423
Si 10.2732 6.1978 2.7931 -0.0618 -0.1406 0.0127
Si 10.2826 10.1035 2.7034 0.1256 0.222 -0.1187
Si 10.4675 13.9155 3.123 -0.1291 -0.1145 0.2533
Si 0.8954 2.5283 4.2031 -0.1027 0.1444 0.01
Si 0.6305 6.246 4.1982 0.1626 0.0848 -0.1299
Si 0.653 10.1591 4.0825 0.0547 -0.108 -0.0422
Si 0.9756 13.9829 4.2633 -0.1649 -0.1083 -0.0469
Si 4.6717 2.5349 4.3462 -0.136 -0.0177 0.0825
Si 4.4364 6.3339 4.2163 0.1127 -0.0515 -0.0742
Si 4.5202 10.1705 4.1261 -0.0624 0.0605 -0.03
Si 4.6839 14.0074 4.4063 -0.0956 0.2465 0.0592
Si 8.4236 2.5128 4.3777 0.1394 -0.0054 0.0904
Si 8.3289 6.2372 4.1999 -0.0445 -0.0146 -0.1304
Si 8.4674 10.1475 4.2098 -0.1326 -0.0782 0.0232
Si 8.5065 13.9761 4.4214 0.1331 0.0258 -0.1138
Si 0.9256 0.6024 5.5428 -0.1794 -0.0089 -0.0006
Si 0.7565 4.3838 5.6485 0.065 -0.0648 0.0351
Si 0.5782 8.2258 5.4309 0.0993 0.1742 0.0395
Si 0.8276 12.0043 5.5309 0.0233 0.0357 0.068
Si 4.6706 0.6236 5.7258 0.0532 -0.0185 0.1651
Si 4.571 4.4396 5.6956 -0.09 0.0251 -0.1695
Si 4.5112 8.2989 5.5412 -0.0028 -0.0041 0.0799
Si 4.6302 11.9956 5.6509 0.029 -0.1138 -0.1397
Si 8.5505 0.5677 5.7367 -0.3425 -0.0365 0.2167
Si 8.3282 4.4158 5.696 0.1451 -0.0005 -0.0097
Si 8.3246 8.1966 5.5144 0.1018 0.009 0.1415
Si 8.5108 11.9936 5.6461 0.0341 -0.0636 -0.1167
Si 2.6984 0.7316 7.064 0.1047 0.1861 0.1282
Si 2.6757 4.3337 7.0535 0.0107 -0.0624 0.0198
Si 2.4965 8.3433 6.7496 -0.2064 0.1139 -0.3448
Si 2.6764 12.0555 6.9771 -0.0638 -0.0642 0.0683
Si 6.6095 0.6184 7.1319 -0.0169 -0.0224 -0.1563
Si 6.4523 4.4568 7.1359 0.0856 -0.0382 0.1692
Si 6.459 8.2958 6.9863 0.0453 0.0034 -0.0123
Si 6.6016 11.9945 6.9693 -0.0642 0.0249 0.0145
Si 10.6128 0.5309 6.9843 0.2993 0.0898 -0.0347
Si 10.2901 4.4133 6.9409 -0.0157 -0.1548 -0.1578
Si 10.2277 8.1108 6.871 -0.0626 -0.0939 -0.1394
Si 10.4694 11.9017 6.9118 -0.0422 -0.1078 0.0104
Si 2.6641 2.555 8.7109 -0.1815 0.0969 0.1233
Si 2.4142 6.4174 7.9748 0.136 0.1963 0.4189
Si 2.4855 10.0983 8.3222 -0.0176 -0.2999 0.3738
Si 2.8341 14.1043 8.1938 -0.0653 -0.538 0.3768
Si 6.5305 2.5667 8.6101 0.0709 -0.0398 0.1618
Si 6.3307 6.4024 8.4437 -0.0979 0.1244 0.2803
Si 6.6466 10.2202 8.4646 -0.0131 -0.1569 0.3204
Si 6.6718 13.9108 8.2801 -0.1342 0.1786 0.1464
Si 10.5006 2.5625 8.3031 -0.0738 -0.1186 0.1399
Si 10.1069 6.2647 8.3429 -0.0081 0.1548 0.3961
Si 10.3827 9.9262 8.2833 0.0113 0.2411 0.351
Si 10.7294 13.7989 8.1705 -0.0418 -0.1066 0.0534
Si 0.6113 3.1679 9.913 0.0383 0.1972 0.1579
Si 0.5978 6.3007 9.4491 0.0775 -0.0971 0.2844
Si 0.5854 9.3956 9.8142 0.087 -0.124 0.2536
Si 1.2004 13.4677 9.7305 0.4283 0.838 0.1328
Si 4.6454 2.0185 10.0193 0.1799 -0.4162 0.5393
Si 4.1719 6.9481 9.3881 -0.0192 0.015 0.5416
Si 4.5294 9.9475 9.4418 -0.0209 -0.3048 0.6394
Si 4.7431 14.2433 9.5638 0.2116 0.136 0.2143
Si 8.6443 2.131 9.6702 0.2684 -0.3753 0.4141
Si 8.2389 6.6849 9.8967 -0.0039 -0.0407 0.4277
Si 8.6726 9.8206 9.9103 0.0086 -0.0826 0.2119
Si 8.7389 14.2951 9.2967 0.12 0.0346 0.7727
Si 8.7328 12.5304 17.046 -0.0787 -0.0679 0.1987
Si 0.5871 13.1012 20.5041 -0.0812 -0.1546 -0.2287
Si 5.3376 6.8152 14.4511 -0.0092 0.3682 0.1501
Si 0.419 14.4665 15.5643 0.0571 -0.0757 0.002
Si 10.4085 1.781 12.0747 -0.106 0.2014 0.1009
Si 6.8573 5.5392 12.2951 -0.154 0.1841 0.164
Si 10.5963 14.1423 11.4826 -0.3291 -0.0279 0.2054
Si 4.7702 12.142 14.1444 0.2244 0.0309 0.1392
Si 4.8428 3.4712 12.7754 -0.0577 -0.0273 0.0573
Si 8.0568 3.324 19.614 0.0061 -0.0121 -0.0047
Si 3.5972 12.135 11.3669 0.2432 -0.1049 0.0899
Si 7.588 10.0281 18.2423 -0.0687 0.0122 -0.1334
Si 2.6813 13.1986 22.7085 -0.0066 0.006 -0.3802
Si 4.1143 6.1629 12.0245 -0.1492 0.1941 0.2206
Si 10.3285 12.0272 14.6123 -0.0119 -0.0166 0.0567
Si 6.7574 10.2041 20.9409 -0.0343 0.2263 -0.0856
Si 6.2002 9.7592 15.4029 0.0125 -0.1346 0.0594
Si 7.0457 7.4753 21.6389 0.0525 0.2097 -0.3539
Si 1.5982 2.8373 16.7351 0.0664 0.0688 -0.0388
Si 4.3179 4.0362 15.6709 0.1697 0.0474 0.0498
Si 5.6784 5.1945 20.3392 -0.0942 0.053 0.0006
Si 9.1633 9.0704 20.3662 0.1594 0.048 0.1739
Si 2.9792 9.1582 21.7288 -0.0986 0.1309 -0.5417
Si 3.3559 14.186 15.9581 0.0122 -0.1741 -0.1799
Si 3.533 16.1341 17.9713 0.1214 0.0531 0.1266
Si 9.5855 18.071 22.15 -0.1475 0.0233 -0.3672
Si 10.9398 1.9204 15.0177 -0.0248 -0.0571 -0.0899
Si 10.6664 11.0525 12.0159 -0.1223 -0.295 0.2777
Si 10.3926 17.9099 17.7839 -0.1942 0.1228 0.126
Si 3.1452 6.0469 21.9938 0.0996 -0.0599 -0.2492
Si 11.525 10.3319 21.6727 -0.0952 -0.0724 -0.3091
Si 3.08 13.2885 18.704 0.0421 -0.306 -0.0084
Si 5.4674 18.4667 18.2655 0.0169 0.048 -0.1516
Si 9.4239 -0.0182 23.3951 0.0816 -0.362 -0.1786
Si 4.4143 11.5865 20.6317 0.2723 -0.0617 -0.2443
Si 7.5419 12.0787 14.4665 -0.1381 0.0575 -0.1433
Si 10.6211 14.721 18.2935 0.027 -0.1139 0.0332
Si 0.4331 19.9597 22.7594 -0.0084 -0.0225 -0.0103
O 0.7629 -0.8648 -0.2208 0.0753 -0.2141 0.6665
O 0.8149 1.9602 -0.172 -0.0688 0.3915 0.711
O 2.9936 7.562 21.3279 0.0784 0.0255 0.3481
O 0.456 4.2825 -1.1829 0.033 -0.1976 0.1444
O 10.6928 9.2067 20.8271 -0.1306 0.2125 0.1912
O 0.4349 7.3399 -1.4476 -0.0771 0.5783 0.3001
O 0.3046 12.3439 -1.3916 -0.0558 -0.2354 0.2447
O 10.8555 19.0921 21.8946 -0.0766 -0.0451 0.2284
O 5.5687 -1.3232 -0.1012 -0.045 0.4271 -0.3269
O 8.215 -1.122 23.1707 0.2215 0.1221 0.3329
O 6.3205 8.9306 21.851 0.1965 -0.0358 -0.0606
O 6.1169 6.7459 20.5097 0.1531 -0.0889 0.3209
O 11.1189 14.1691 19.7655 0.1239 -0.0477 -0.1001
O 4.6072 6.7707 -0.3383 -0.1254 -0.224 0.2891
O 4.5923 9.7551 -0.4139 -0.0024 0.2089 0.512
O 9.2855 1.3937 -0.7107 -0.2302 -0.1127 0.264
O 10.3269 0.1532 12.2832 0.0994 0.0278 -0.1933
O 8.1796 3.6994 -1.2591 0.1529 0.0878 0.5132
O 8.3396 6.1286 -0.3539 0.0313 -0.0362 0.4294
O 8.0109 8.4252 -1.4608 0.1554 -0.2877 0.4688
O 10.3901 16.3512 18.378 0.0805 0.1071 -0.191
O 8.6708 14.3094 0.0842 -0.2028 0.0092 0.4014
O 3.2322 6.5101 10.7392 0.5136 0.003 -0.1495
O 0.2136 2.2955 11.2705 -0.0823 0.1611 -0.1519
O 0.602 7.7751 10.2658 0.1409 0.2818 -0.4324
O 7.438 10.4212 14.54 -0.1712 0.3273 0.1362
O 8.1646 11.5486 18.1955 0.0543 -0.034 -0.2509
O 0.2764 10.2005 11.2354 0.1237 -0.0574 -0.3722
O 9.1561 13.7451 10.7966 0.3137 0.2383 -0.2382
O 4.5008 3.109 14.3256 0.0125 0.2589 -0.1112
O 10.3989 2.4086 13.5782 0.141 -0.2423 -0.1808
O 6.7503 6.3224 13.7429 -0.2986 -0.2161 -0.4079
O 4.6897 8.4008 9.9776 -0.3479 -0.0485 -0.6905
O 0.655 4.8211 10.2881 0.0267 -0.2018 -0.5264
O 11.0156 12.6519 12.0179 -0.1091 0.1504 -0.1414
O 9.8842 11.7224 16.1693 -0.1222 0.2387 -0.2209
O 4.3363 13.4633 14.9421 -0.0521 -0.1468 -0.0086
O 4.811 15.7775 10.1065 -0.2494 0.3125 -0.3025
O 9.1131 2.3771 11.2607 -0.0881 -0.1306 -0.4688
O 8.5335 0.5024 9.5831 0.1089 0.043 -0.1349
O 8.1572 5.7822 11.3474 -0.0835 0.2392 -0.5177
O 9.974 16.5025 22.3788 -0.1545 -0.0704 0.194
O 2.1199 12.4297 10.7089 -0.4927 0.2597 -0.1819
O 8.4478 8.2511 10.4218 0.0271 -0.052 -0.4579
O 11.9837 14.5842 10.706 0.0443 -0.5726 -0.1481
O 1.9908 14.6918 15.2328 -0.0248 -0.0707 0.2314
O 6.402 3.9941 12.5993 -0.1872 0.1804 -0.0891
O 4.2494 10.7516 10.8403 -0.1401 0.3814 -0.2759
O 4.9524 10.8111 15.1207 0.1881 0.1816 -0.2248
O 6.433 9.8764 19.3699 0.2836 0.0604 0.3024
O 7.5045 12.7625 15.9747 0.2546 -0.1927 -0.1476
O 1.755 20.5225 21.9322 -0.1148 -0.0281 0.3891
O 3.7628 4.6548 12.4687 0.3277 -0.0065 -0.0106
O 10.7519 10.7582 13.6574 -0.1898 0.3618 -0.4444
O 7.1937 4.4977 20.4105 -0.1434 -0.1197 -0.1862
O 4.6064 2.3234 11.6663 0.0448 0.2426 -0.6609
O 8.6638 2.4959 20.8406 0.1322 0.2259 0.1263
O 4.7398 5.6135 15.4074 0.0005 -0.1427 -0.194
O 11.0431 0.2987 15.0371 0.1301 0.1821 0.0885
O 6.9478 2.5776 18.6973 -0.0294 0.2471 0.1165
O 5.4073 3.3963 16.6882 -0.2525 -0.0328 0.0816
O 4.0964 4.5367 -1.614 0.2249 0.2884 0.4614
O 11.3411 11.7256 20.8491 0.2174 -0.0109 0.2052
O 2.9503 13.0992 17.1025 0.1165 0.4089 0.1002
O 12.442 2.5062 15.2989 -0.2211 -0.1252 0.2647
O 6.8204 9.6207 16.8922 0.0971 0.1831 -0.0243
O 4.3561 5.1353 21.3381 0.055 0.2174 0.0147
O 3.6567 11.9476 12.9853 -0.0115 0.127 -0.3614
O 4.322 12.3275 19.1831 -0.2683 0.1215 0.2671
O 11.4979 13.1381 14.7537 -0.1981 0.0031 0.0771
O 9.2889 13.8915 17.7685 0.1977 -0.0292 -0.0754
O 8.9585 12.5763 13.8503 0.1378 -0.2728 0.3522
O 5.6377 6.1766 11.4147 -0.0776 -0.2279 0.2696
O 9.2422 10.6616 11.2555 0.0004 -0.1756 -0.2686
O 8.6608 18.6084 23.4068 -0.0127 -0.4336 0.3473
O 9.9385 17.8062 16.2087 0.3851 -0.1073 0.0684
O 4.5814 13.3552 10.9285 -0.2637 -0.188 -0.1355
O 3.6533 12.5543 21.6312 -0.1715 0.0804 0.0966
O 2.1927 1.5212 17.4859 0.0942 0.0446 -0.0499
O 2.819 3.8886 16.364 0.0624 -0.2374 -0.0008
O 9.3629 3.5024 18.6114 -0.0585 -0.2512 0.0456
O 8.5329 7.7027 20.996 -0.2515 0.2402 0.089
O 0.2289 14.3662 17.1838 -0.1173 0.1155 -0.0771
O 4.4885 17.2369 18.6628 -0.0601 0.0177 -0.1941
O 3.8182 10.0614 20.6395 -0.0289 0.0855 0.3586
O 8.3764 10.364 21.0458 -0.2306 -0.4877 -0.1491
O 5.683 8.2456 15.1219 0.0009 -0.0937 -0.1293
O 6.2646 12.5294 13.5739 -0.1486 -0.2801 0.313
O 0.3487 3.2432 17.7464 -0.0528 -0.2755 -0.2038
O 3.2549 14.8996 19.0158 0.0047 -0.0296 -0.2958
O 5.931 11.5469 21.2511 -0.2194 -0.336 -0.0739
O 1.3066 13.5861 21.9023 0.2228 -0.152 0.2187
O 10.7539 -0.9371 23.7259 -0.1496 0.393 0.2771
O 4.1511 7.1215 13.3407 0.3723 -0.4543 -0.1904
O 8.8567 9.0997 18.7504 -0.181 0.1669 0.2087
O 2.6326 12.0814 23.9226 0.33 -0.321 -0.2718
O 5.0828 19.8882 18.9879 0.1969 -0.1928 0.1456
O 4.1607 15.4385 16.6294 -0.366 -0.0428 0.2214
O 1.7479 12.7383 19.4259 -0.0428 0.2147 0.1831
O 1.4791 9.7448 21.6513 0.1221 0.053 0.1183

Results
free energy: -62182.116 eV
free energy less fixed offsets of O -463.61, Si -117.95 eV per atom: -15.816 eV
pressure: -2.17 GPa
stress xx, yy, zz, yz, xz, xy (GPa, positive in tension): 1.71, 3.03, 1.76, -0.1, 0.08, 0.33
